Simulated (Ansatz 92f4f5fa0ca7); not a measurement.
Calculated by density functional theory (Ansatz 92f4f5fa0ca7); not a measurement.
Periodic cell of 222 atoms, Si131O89As2, from a study of silicon, its oxide and their interface. The atomic structure is a simulated model.
Doubt: the cutoff is far below the 930 eV that the study's wrapper takes by default for these files, so forces and energies are approximate.
This geometry differs little from another in the collection (a relaxation step or a small displacement).

Settings: functional PBE; potential files Ansatz PAW; basis plane waves; wave-function cutoff 580 eV; density cutoff ratio 5; exchange-correlation grid ratio 1; k mesh 1 x 1 x 1, Gamma-centred; self-consistency stop 5e-08 eV per atom in the density residual; occupations fixed; spin none; net charge 0.

Cell vectors (angstrom)
a, 10.938, 0, 0
b, 0, 10.938, 0
c, 0, 0, 32.1988

Atoms and the computed forces on them: element, x, y, z (angstrom), force x, y, z (eV/angstrom)
Si, 10.6125, 0.2441, 24.8534, 0.0151, 0.0024, 0.0133
Si, 5.9114, 10.592, 24.6169, -0.0273, 0.0033, -0.0774
As, 2.4237, 2.9055, 24.3339, -0.0239, 0.0127, -0.0654
Si, 8.4363, 2.4881, 24.8072, 0.0006, 0.0024, 0.0125
As, 0.4616, 5.0381, 24.8748, 0.0017, 0.0235, 0.0152
Si, 5.1211, 5.708, 24.6847, 0.0009, 0.0002, 0.0137
Si, 2.9288, 8.0125, 24.5848, -0.0042, -0.0075, 0.0135
Si, 8.0518, 8.293, 24.8389, 0.0194, -0.0184, -0.0037
Si, 1.3401, 1.4563, 26.0056, 0.0112, 0.0055, 0.016
Si, 6.859, 1.2947, 26.0714, -0.0086, 0.0109, 0.0022
Si, 3.9626, 4.0647, 25.9426, -0.0046, -0.0006, 0.0276
Si, 9.5517, 4.1131, 26.1202, -0.017, 0.0176, 0.0006
Si, 1.3823, 6.9072, 26.0661, -0.0127, 0.0126, 0.0013
Si, 6.727, 6.8079, 26.0742, 0.011, -0.0077, -0.0096
Si, 4.1431, 9.5828, 25.8941, -0.0078, 0.0097, 0.0062
Si, 9.5028, 9.5895, 26.1801, 0.0031, -0.0125, -0.0098
Si, 2.7519, 0.0254, 27.2824, -0.0046, -0.0044, 0.0068
Si, 8.156, -0.0064, 27.5441, 0.0147, 0.0072, 0.0125
Si, -0.0009, 2.7473, 27.4725, 0.0082, -0.0076, -0.0077
Si, 5.4173, 2.7286, 27.3106, 0.0059, 0.0047, 0.0073
Si, 2.7209, 5.4694, 27.4187, 0.0107, -0.0028, -0.0137
Si, 8.1427, 5.4801, 27.4168, -0.0052, -0.0152, -0.0001
Si, -0.0062, 8.2313, 27.4401, 0.0187, -0.0008, -0.0012
Si, 5.4165, 8.2358, 27.4145, -0.0075, -0.0136, 0.0178
Si, 4.0873, 1.3654, 28.7279, 0.0025, -0.0027, -0.0075
Si, 9.5697, 1.3692, 28.8302, -0.0094, 0.0051, 0.0037
Si, 1.3607, 4.122, 28.81, 0.0043, -0.0061, -0.0129
Si, 6.7948, 4.0741, 28.7444, 0.0061, 0.0024, 0.0012
Si, 4.0901, 6.8413, 28.784, -0.0053, 0.0066, -0.0017
Si, 9.5503, 6.8374, 28.7787, -0.0013, 0.0025, -0.0058
Si, 1.4045, 9.6043, 28.7384, -0.0059, -0.0037, 0.0003
Si, 6.7791, 9.5568, 28.8365, -0.0008, 0.0001, 0.0067
Si, 0.0188, -0.0072, 30.1486, 0.0113, 0.0018, -0.0021
Si, 5.439, 0.021, 30.1551, -0.0031, 0.0018, 0.0035
Si, 2.7377, 2.7322, 30.1361, -0.0018, 0.0014, 0.0129
Si, 8.1844, 2.7454, 30.1487, 0.0008, 0.0018, -0.0012
Si, -0.0135, 5.4795, 30.1557, -0.0011, 0.0046, 0.0031
Si, 5.4657, 5.4672, 30.1385, -0.0007, -0.0112, -0.003
Si, 2.7257, 8.2145, 30.1401, 0.0016, 0, -0.0029
Si, 8.1941, 8.2036, 30.1569, 0.0011, -0.0041, 0.0024
Si, 1.3673, 1.3673, 31.515, 0.0887, 0.0331, 0.0028
Si, 6.8362, 1.3673, 31.515, -0.0526, 0.044, -0.01
Si, 4.1018, 4.1018, 31.515, -0.0027, -0.0483, -0.0511
Si, 9.5708, 4.1018, 31.515, -0.1292, 0.0671, -0.007
Si, 1.3673, 6.8362, 31.515, -0.0736, 0.1381, -0.0615
Si, 6.8362, 6.8362, 31.515, 0.0015, -0.1017, 0.0236
Si, 4.1018, 9.5708, 31.515, -0.1194, 0.0193, 0.0151
Si, 9.5708, 9.5708, 31.515, 0.0581, -0.011, -0.0251
Si, 2.7345, 0, 0.6835, 0.0393, -0.0469, 0.1093
Si, 8.2035, 0, 0.6835, -0.0415, 0.0545, -0.0939
Si, 0, 2.7345, 0.6835, -0.042, -0.0242, 0.0574
Si, 5.469, 2.7345, 0.6835, 0.1141, -0.0356, 0.0054
Si, 2.7345, 5.469, 0.6835, -0.0156, 0.134, -0.139
Si, 8.2035, 5.469, 0.6835, 0.0766, -0.0913, 0.1046
Si, 0, 8.2035, 0.6835, 0.0881, -0.1155, -0.0161
Si, 5.469, 8.2035, 0.6835, -0.0151, 0.0303, 0.0562
Si, 4.1227, 1.3596, 2.0534, -0.0003, 0.0007, -0.0003
Si, 9.5668, 1.3559, 2.0523, -0.0002, -0.0015, -0.0003
Si, 1.3667, 4.1223, 2.0362, 0.0007, 0.0004, -0.0001
Si, 6.8488, 4.0855, 2.0576, -0.0003, -0.0007, -0.0008
Si, 4.1057, 6.8286, 2.0539, 0.0011, -0.0003, 0
Si, 9.5792, 6.8359, 2.0513, -0.0002, 0.0005, -0.0005
Si, 1.3813, 9.5496, 2.0502, 0.0005, 0.0002, -0.0008
Si, 6.8313, 9.5878, 2.0493, 0.0011, -0.0003, -0.0003
Si, -0.0054, -0.0358, 3.3871, 0.0018, 0.0018, 0.0023
Si, 5.4914, 0.0107, 3.4661, -0.0011, 0.0004, -0.0009
Si, 2.7747, 2.7815, 3.3624, -0.0014, -0.0022, 0.003
Si, 8.1926, 2.6969, 3.4468, 0.0008, 0.0012, -0.0009
Si, 0.0201, 5.4793, 3.4325, 0, -0.0012, -0.0005
Si, 5.4841, 5.4629, 3.4067, -0.0002, 0.0001, 0.0021
Si, 2.7678, 8.2061, 3.4446, -0.0015, -0.0005, -0.0011
Si, 8.2088, 8.2228, 3.3809, 0.0001, -0.0009, 0.0025
Si, 1.3957, 1.3846, 4.628, 0.0003, -0.0001, -0.0024
Si, 6.848, 1.3466, 4.9033, 0.0005, -0.0008, 0.0009
Si, 4.1579, 4.0818, 4.8001, 0.0004, 0.0004, 0
Si, 9.5792, 4.0804, 4.7589, -0.0002, 0.0002, 0.0005
Si, 1.4163, 6.829, 4.8166, 0.0005, 0.0004, 0.0005
Si, 6.8313, 6.8807, 4.7288, 0.001, 0.0005, 0.0005
Si, 4.1384, 9.5737, 4.8409, 0.0008, 0.0001, 0.0018
Si, 9.5591, 9.5476, 4.7881, -0.0016, -0.0009, -0.0004
Si, 2.7486, 0.1049, 6.056, -0.0008, 0.001, 0.0011
Si, 8.2084, -0.0649, 6.261, 0.0008, -0.0011, 0.0012
Si, 0.0319, 2.6666, 6.0345, 0.001, -0.0008, 0.0014
Si, 5.4775, 2.721, 6.2876, -0.0014, 0.0005, 0.0011
Si, 2.817, 5.4718, 6.1756, 0.0012, -0.0008, 0.0011
Si, 8.1788, 5.4727, 6.0423, -0.0012, 0.001, 0.0009
Si, 0.0147, 8.1824, 6.1509, -0.0006, 0.0005, 0.001
Si, 5.5325, 8.2168, 6.2245, 0.0006, -0.0012, 0.0007
Si, 3.84, 1.5647, 7.5977, -0.0009, -0.0002, -0.0097
Si, 9.8425, 1.1365, 7.4445, 0.0012, 0.0005, -0.0075
Si, 1.6328, 3.7907, 7.3051, -0.0002, -0.0013, -0.0084
Si, 6.6544, 4.4086, 7.4781, -0.0005, 0.0023, -0.008
Si, 4.4111, 6.6273, 7.5362, 0.0011, -0.0009, -0.0088
Si, 9.3724, 6.942, 7.4044, -0.0025, 0.0004, -0.0097
Si, 1.1431, 9.9127, 7.2902, -0.0003, 0.0009, -0.007
Si, 7.1632, 9.2218, 7.6611, 0.0005, -0.0019, -0.0109
O, 8.3172, 8.0841, 7.9053, 0.0005, 0.0004, 0.0072
O, 2.7212, 2.7296, 7.95, 0.0003, -0.0004, 0.0054
O, 9.5565, 1.3899, 24.2692, -0.0122, -0.0051, -0.0059
O, 4.014, 6.8321, 24.1383, 0.0046, 0.0064, -0.0081
O, 0.0316, 0.0221, 7.95, 0, -0.0007, 0.0054
O, 5.5305, 5.5051, 8.0254, -0.0004, -0.0008, 0.0057
O, 6.9995, 9.4074, 24.228, 0.0017, 0.0121, 0.0478
O, 3.8696, 7.3847, 8.9216, -0.0012, 0.0013, 0.0057
O, 0.8059, 4.3638, 8.5906, -0.0009, 0.0013, 0.0058
O, 9.8188, 6.1726, 8.8019, 0.0018, -0.0013, 0.0051
O, 2.1112, 9.3763, 8.4996, 0.001, -0.0017, 0.0059
O, 7.5059, 3.9179, 8.8044, 0.0015, -0.0021, 0.0057
O, 4.2755, 0.9084, 9.0603, 0.0017, -0.0006, 0.0076
O, 6.7352, 9.5458, 9.2159, -0.0008, 0.0003, 0.0082
O, 9.2152, 1.8571, 8.7879, -0.0019, 0.0013, 0.0061
O, 7.7099, 3.1581, 23.5015, 0.0039, 0.0019, -0.0072
O, 10.7715, 5.6587, 23.2853, -0.011, 0.0102, -0.0037
O, 5.6159, 0.2386, 23.1082, -0.0025, 0.0074, 0.0005
O, 5.8563, 5.0893, 23.3494, 0.0022, 0.0026, -0.0075
O, 3.4168, 1.4847, 23.579, 0.0761, -0.0578, -0.0773
O, 2.2788, 8.694, 23.215, -0.0025, 0.0001, -0.0032
O, 8.7958, 7.4864, 23.6146, -0.0073, 0.0093, -0.0098
O, 0.2175, 10.3238, 23.5809, -0.0073, -0.0008, -0.0105
Si, 4.5913, 1.3396, 22.4625, -0.0401, -0.0018, 0.0858
Si, 3.5026, 7.8965, 14.0166, 0.0004, 0.0003, -0.0057
Si, 7.1262, 0.9294, 14.6499, 0.0003, -0.0003, -0.005
Si, 0.9238, 9.3308, 22.517, 0.0002, 0.0025, 0.0054
Si, 1.1915, 4.2851, 11.8703, -0.0006, 0.0009, -0.0065
Si, 6.2839, 8.9287, 15.289, -0.0004, -0.0005, -0.0029
Si, 0.6871, 1.3453, 12.2891, 0.0001, -0.0004, -0.0052
Si, 8.6175, 4.9072, 20.5248, 0, 0.0012, 0.0001
Si, 0.3313, 5.7016, 9.358, -0.001, -0.0002, -0.0087
Si, 5.1135, 3.086, 17.9247, -0.001, -0.0024, -0.002
Si, 0.8914, 3.7128, 16.744, -0.0008, -0.0014, -0.0035
Si, 10.4031, 2.8061, 19.2233, 0.0036, -0.0022, 0.0018
Si, 5.2895, 1.162, 10.3391, -0.0002, -0.0008, -0.0085
Si, 0.8991, 0.1457, 19.8356, 0.0037, 0.0021, -0.0005
Si, 6.6539, 9.4404, 10.8541, -0.0014, 0.0016, -0.0093
Si, 9.3574, 9.6478, 18.3055, -0.0001, 0.0011, -0.0023
Si, 9.4044, 9.2153, 12.5513, -0.0002, 0.0004, -0.0054
Si, 6.543, 3.8242, 22.5789, -0.0095, -0.0103, 0.0027
Si, 2.448, 8.059, 9.372, 0.0006, -0.0002, -0.0095
Si, 10.6121, 7.3387, 17.0642, 0.0003, 0.0001, -0.0041
Si, 2.5305, 6.2557, 16.5663, 0.0005, -0.0004, -0.0047
Si, 10.1928, 4.4615, 14.1797, 0.0006, -0.0012, -0.0056
Si, 6.1631, 9.1381, 18.4848, -0.0023, 0.0031, -0.0023
Si, 7.9725, 2.5617, 9.5733, 0.0008, 0.0002, -0.0095
Si, 8.89, 2.1209, 12.4412, -0.0002, 0.0006, -0.0067
Si, 5.3595, 6.2058, 18.0512, 0, 0.0004, -0.004
Si, 3.9539, 0.5078, 19.4328, -0.0047, 0.0021, 0.0017
Si, 4.2873, 3.8181, 12.0355, 0.0002, -0.0012, -0.0058
Si, 5.557, 6.5754, 12.1172, 0.0002, 0.0003, -0.0056
Si, 8.0271, 2.466, 17.2139, 0.0004, -0.0014, -0.0027
Si, 4.3711, 2.4545, 14.9487, 0, 0.0001, -0.0051
Si, 1.5467, 1.1876, 15.2474, -0.0006, 0, -0.0044
Si, 1.5834, 9.3902, 12.0378, 0.0013, -0.0011, -0.0066
Si, 8.0695, 6.8167, 13.8378, -0.0005, 0, -0.0043
Si, 10.3958, 9.8032, 15.4691, -0.0001, 0.0013, -0.0047
Si, 9.9212, 6.8711, 22.6022, 0.0029, -0.0043, 0.0144
Si, 8.1358, 5.4565, 17.4184, 0, -0.0009, -0.0015
O, 6.0563, 7.9381, 11.2754, -0.0004, -0.0023, 0.0033
O, 6.052, 9.1463, 16.8688, 0.0005, -0.001, 0.0019
O, 7.6906, 1.3384, 13.1815, -0.0009, -0.0009, 0.0031
O, 0.8977, 1.7266, 13.8594, 0.0005, -0.0004, 0.0036
O, 9.4494, 6.2266, 16.8742, 0.0005, 0.0001, 0.0015
O, 6.7824, 6.1666, 13.1026, 0.0012, -0.0005, 0.0027
O, 5.1468, 4.6222, 18.5942, 0.0004, 0.0008, 0.0021
O, 9.2407, 2.103, 18.2657, -0.0008, -0.0001, 0.0013
O, 2.3841, 0.0632, 19.0786, -0.0006, -0.0015, 0
O, 9.4218, 10.1982, 16.7434, 0.0001, -0.0008, 0.002
O, 2.7986, 4.4138, 11.6964, 0.0005, -0.0006, 0.0024
O, 5.0814, 10.2757, 19.0376, 0.0017, -0.0015, 0.0027
O, 9.4386, 3.2134, 13.486, 0.0003, 0.0006, 0.0027
O, 0.4714, 1.7357, 19.9539, -0.0027, -0.0003, -0.0027
O, 3.1594, 1.3427, 15.0485, 0.0002, -0.0003, 0.0022
O, 8.1939, 5.3777, 19.0356, 0.0005, -0.0007, 0.0026
O, 3.916, 6.5614, 17.3715, -0.0001, -0.0004, 0.0025
O, 4.5969, 3.2558, 16.3665, 0.0002, 0, 0.0019
O, 9.0797, 5.6382, 14.2996, 0.0001, -0.0003, 0.0019
O, 5.3887, 2.7467, 22.1938, 0.0176, 0.0037, -0.0043
O, 10.6896, 4.1193, 15.6758, 0.0005, -0.0001, 0.003
O, 0.3373, 3.834, 18.2762, 0.0002, 0.0004, 0.0014
O, 10.4424, 10.4942, 19.1905, -0.0028, -0.002, 0.0002
O, 9.6578, 9.9906, 14.0102, 0.0004, -0.0002, 0.0032
O, 10.8844, 8.0926, 22.1055, -0.0038, -0.0058, 0.001
O, 1.198, 2.1288, 16.5254, 0, 0.0003, 0.0018
O, 9.7139, 3.6955, 20.4102, -0.0011, -0.0006, -0.001
O, 8.1661, 4, 16.7008, 0, 0.0002, 0.0017
O, -0.0276, 9.0799, 11.8854, -0.001, -0.0001, 0.0026
O, 6.5966, 2.3796, 17.9964, 0.0004, 0.0006, 0.0014
O, 5.5911, 10.6977, 11.1871, 0.0002, -0.001, 0.0033
O, 7.7692, 9.5537, 18.8219, 0.002, -0.0009, 0.001
O, 10.0392, 1.0019, 12.0458, 0.0001, -0.0003, 0.0025
O, 1.3255, 6.9406, 9.061, 0, -0.0005, 0.0033
O, 0.6397, 4.7381, 13.342, -0.001, 0, 0.0035
O, 5.7266, 7.5824, 18.9658, -0.0002, -0.0027, 0.0019
O, 5.245, 5.0616, 11.4963, 0, 0.0004, 0.0026
O, 2.7329, 6.945, 15.1019, -0.0005, -0.0008, 0.0033
O, 0.9244, 2.7199, 11.4557, 0, -0.0008, 0.0027
O, 0.8736, 10.6561, 15.5305, 0, -0.0005, 0.002
O, 2.4242, 8.5701, 10.9073, -0.001, 0.0016, 0.0062
O, 4.7051, 2.4091, 11.2605, -0.0007, 0.002, 0.0039
O, 4.2652, 3.4886, 13.665, 0, -0.001, 0.0039
O, 2.2124, 4.6467, 16.4884, 0.0002, 0.0002, 0.0021
O, 10.7235, 8.2169, 15.6815, -0.0001, -0.0012, 0.0026
O, 6.943, 10.2612, 14.6491, 0.0001, -0.0002, 0.0014
O, 2.3501, 8.9192, 13.4185, 0.0009, -0.001, 0.0034
O, 8.038, 1.4973, 15.8931, 0.0003, 0, 0.0024
O, 4.1432, 6.9655, 12.8408, -0.0011, 0.0004, 0.0031
O, 4.1845, 1.9694, 18.6932, 0.002, 0.0012, -0.0008
O, 7.2556, 4.3674, 21.2314, 0.002, 0.0025, -0.0021
O, 8.4175, 2.9095, 11.0979, 0.0011, -0.0006, 0.0061
O, 1.2021, 6.8363, 17.3457, -0.0001, -0.0004, 0.0023
O, 5.6573, 1.5385, 14.7363, -0.0001, -0.0002, 0.0021
O, 8.1411, 9.7303, 11.5762, 0.0021, -0.0007, 0.0038
O, 9.2016, 6.2099, 21.3024, -0.0003, -0.0044, -0.0019
O, 8.9798, 7.6802, 12.8265, -0.0001, -0.0009, 0.0025
O, 1.6649, 0.0972, 11.8801, -0.0004, 0, 0.0025
O, 6.67, 6.109, 17.0542, -0.0002, -0.0003, 0.0019
O, 7.4113, 7.7667, 15.005, 0.0001, -0.0001, 0.0021
O, 1.2017, 10.2592, 21.2148, -0.0003, -0.0032, 0.0009
O, 10.0595, 8.1744, 18.342, 0.0004, -0.0006, 0.0014
O, 4.0546, 0.7652, 21.0394, 0.0012, -0.0054, 0.0105
O, 0.3459, 5.3126, 10.9235, 0.0007, -0.0017, 0.0057
O, 6.7061, 1.5539, 9.6298, -0.001, -0.0008, 0.0034
O, 4.7907, 8.6781, 14.661, 0, -0.0003, 0.0018

Results
free energy: -143605.791 eV
free energy less fixed offsets of As -4856.12, O -568.88, Si -635.61 eV per atom: 1.679 eV

The program warned: the cutoff lies below the one the program advises for these potential files; the forces do not sum to zero within the program's tolerance; the exchange-correlation potential is rough where the density is thin.
